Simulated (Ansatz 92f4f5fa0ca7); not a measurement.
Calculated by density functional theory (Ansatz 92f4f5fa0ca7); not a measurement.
Periodic cell of 282 atoms, Si194O88, from a study of silicon, its oxide and their interface. The atomic structure is a simulated model.
Doubt: the cutoff is far below the 930 eV that the study's wrapper takes by default for these files, so forces and energies are approximate.
This geometry differs little from another in the collection (a relaxation step or a small displacement).

Settings: functional PBE; potential files Ansatz PAW; basis plane waves; wave-function cutoff 580 eV; density cutoff ratio 5; exchange-correlation grid ratio 1; k mesh 1 x 1 x 1, Gamma-centred; self-consistency stop 5e-08 eV per atom in the density residual; occupations fixed; spin none; net charge 0.

Cell vectors (angstrom)
a	11.6015	0	0
b	0	10.938	0
c	0	0	40.2844

Atoms and the computed forces on them: element, x, y, z (angstrom), force x, y, z (eV/angstrom)
Si	0	0	0.9665	-0.0042	0.0272	-0.0122
Si	3.8672	0	0.9665	0.006	0.0268	-0.0045
Si	7.7343	0	0.9665	-0.0007	0.0509	0.0033
Si	1.9336	1.3673	0.9665	-0.0005	-0.0627	-0.0096
Si	5.8008	1.3673	0.9665	0.0006	-0.0386	-0.0005
Si	9.6679	1.3673	0.9665	0	-0.0495	0.0007
Si	0	5.469	0.9665	0.0074	0.0455	-0.0013
Si	3.8672	5.469	0.9665	-0.0039	0.0173	0.0048
Si	7.7343	5.469	0.9665	-0.004	0.015	0.0214
Si	1.9336	6.8362	0.9665	0.0042	-0.0452	-0.0043
Si	5.8008	6.8362	0.9665	-0.0013	-0.0415	0.001
Si	9.6679	6.8362	0.9665	-0.0026	-0.0613	0.0151
Si	1.9336	2.7345	39.3173	0.0233	0.0783	-0.0236
Si	5.8008	2.7345	39.3173	0.0079	0.0352	0.0006
Si	9.6679	2.7345	39.3173	0.0172	0.0502	-0.0059
Si	0	4.1018	39.3173	0.0048	-0.0477	-0.0101
Si	3.8672	4.1018	39.3173	0.0206	0.0057	0.0221
Si	7.7343	4.1018	39.3173	0.0205	0.037	0.0484
Si	1.9336	8.2035	39.3173	0.0148	0.0438	-0.0044
Si	5.8008	8.2035	39.3173	0.0209	0.0284	0.0022
Si	9.6679	8.2035	39.3173	0.0147	0.0184	0.0227
Si	0	9.5708	39.3173	0.026	-0.044	-0.0192
Si	3.8672	9.5708	39.3173	0.0107	-0.0233	-0.0017
Si	7.7343	9.5708	39.3173	0.0131	-0.0415	0.0001
Si	0	0	4.8337	-0.0925	0.0304	-0.1145
Si	3.8672	0	4.8337	-0.0319	0.0179	-0.0362
Si	7.7343	0	4.8337	-0.0192	0.0538	0.0883
Si	1.9336	1.3673	4.8337	-0.053	0.0053	0.0843
Si	5.8008	1.3673	4.8337	-0.0208	-0.0471	0.0086
Si	9.6679	1.3673	4.8337	-0.06	-0.0131	0.0417
Si	0	5.469	4.8337	-0.0561	0.0551	-0.0161
Si	3.8672	5.469	4.8337	-0.0365	-0.012	0.0223
Si	7.7343	5.469	4.8337	-0.0302	0.007	0.1016
Si	1.9336	6.8362	4.8337	-0.0423	-0.0605	0.0067
Si	5.8008	6.8362	4.8337	-0.0157	-0.0255	0.0262
Si	9.6679	6.8362	4.8337	-0.0765	-0.0211	0.271
Si	1.9336	2.7345	2.9001	-0.0151	0.0391	-0.0043
Si	5.8008	2.7345	2.9001	-0.0184	0.0337	-0.0005
Si	9.6679	2.7345	2.9001	-0.0154	0.0456	0.0108
Si	0	4.1018	2.9001	-0.0229	-0.0317	-0.0084
Si	3.8672	4.1018	2.9001	-0.006	-0.0118	-0.0023
Si	7.7343	4.1018	2.9001	-0.0157	-0.0364	0.0166
Si	1.9336	8.2035	2.9001	-0.0114	0.0322	-0.0065
Si	5.8008	8.2035	2.9001	-0.017	0.0289	-0.0057
Si	9.6679	8.2035	2.9001	-0.0168	0.0875	0.0324
Si	0	9.5708	2.9001	-0.0126	0.0022	-0.0193
Si	3.8672	9.5708	2.9001	-0.0213	-0.0079	-0.0117
Si	7.7343	9.5708	2.9001	-0.0139	-0.0569	0.0184
Si	0.3482	-0.0096	29.5025	0.0078	0.0013	0.006
Si	3.9657	-0.1289	29.7075	-0.0075	-0.0075	0.0133
Si	7.8984	-0.0012	29.5512	0.0141	0.0062	0.0059
Si	2.2222	1.4102	29.5795	0.0093	0.0073	0.0193
Si	5.8995	1.2768	29.5998	0.0022	-0.0051	0.0086
Si	9.9045	1.2575	29.4958	-0.0111	-0.0092	0.0119
Si	-0.0569	5.5265	29.5396	0.0086	0.0018	0.0124
Si	4.1067	5.6041	29.7559	-0.0082	0.0083	0.0115
Si	7.9847	5.3867	30.0573	0.0285	0.0026	0
Si	2.0298	6.7402	29.5374	-0.0032	-0.004	0.0066
Si	6.154	6.8196	29.6213	-0.0013	0.0132	-0.0061
Si	9.7124	6.9589	29.8768	-0.0197	0.0042	0.0171
Si	2.078	2.8708	31.4629	-0.0025	-0.0019	-0.0246
Si	5.8656	2.6648	31.5921	0.024	-0.0038	-0.0138
Si	9.8282	2.6286	31.5336	0.005	0.0034	-0.0255
Si	0.0723	4.1385	31.5023	-0.0002	0.0059	-0.0111
Si	4.0334	4.1929	31.6656	-0.0117	0.0041	-0.0088
Si	7.8512	3.93	31.8215	-0.0271	-0.0027	-0.0147
Si	2.0163	8.1166	31.5373	-0.0075	0.0092	-0.0152
Si	5.9868	8.1786	31.5777	-0.0002	-0.001	-0.0035
Si	9.8017	8.355	31.7084	0.001	-0.001	-0.0254
Si	0.1802	9.627	31.537	-0.0036	-0.0017	-0.0096
Si	3.9914	9.4468	31.6155	-0.0007	0.0038	-0.0232
Si	7.8426	9.6548	31.587	0.0001	-0.0118	-0.017
Si	0.1385	0.0247	33.4909	0.0036	0.0036	-0.0084
Si	3.925	-0.0333	33.4983	0.0001	0.0059	0.0023
Si	7.8154	0.0404	33.5277	-0.0049	0.0042	0.0047
Si	2.044	1.4199	33.4147	-0.0043	-0.0061	0.0063
Si	5.8468	1.3362	33.5337	0.0018	-0.0034	-0.0015
Si	9.7888	1.3429	33.507	-0.0008	-0.0096	0.0097
Si	0.0662	5.4586	33.4873	0.001	0.0126	-0.0017
Si	3.9608	5.4998	33.5937	0.0119	0.0041	-0.001
Si	7.833	5.4454	33.6191	0.0028	0.0069	-0.0018
Si	1.9998	6.8135	33.5106	-0.0084	-0.0069	0.0013
Si	5.9148	6.8254	33.5321	-0.0064	-0.0074	-0.0091
Si	9.7542	6.8469	33.5438	0.0002	-0.01	0.0034
Si	1.9916	2.7301	35.4161	-0.0003	-0.0062	0.0038
Si	5.8425	2.7296	35.4528	-0.0007	0.0004	0.0028
Si	9.738	2.7223	35.4427	-0.0016	-0.0025	0.0032
Si	0.0568	4.1014	35.4351	-0.0023	-0.0035	0.0007
Si	3.9173	4.0981	35.4795	0	-0.0018	-0.0006
Si	7.7952	4.0701	35.5055	-0.0005	-0.0036	-0.0036
Si	1.9785	8.1926	35.4434	0.0001	0.0015	0.0014
Si	5.8583	8.2163	35.448	-0.0002	-0.0001	0.0029
Si	9.7316	8.2197	35.463	-0.0012	-0.0015	0.0006
Si	0.072	9.5842	35.4331	-0.0027	0.0009	0.0043
Si	3.9047	9.5644	35.4495	-0.0019	0.0022	0.0032
Si	7.7921	9.5794	35.4454	0.002	0.0025	0.0039
Si	0	0	37.3838	0.0601	0.0373	-0.0504
Si	3.8672	0	37.3838	0.0247	0.0061	-0.0152
Si	7.7343	0	37.3838	0.053	0.0652	-0.0175
Si	1.9336	1.3673	37.3838	0.0323	-0.0256	-0.1886
Si	5.8008	1.3673	37.3838	0.0256	-0.0765	0.015
Si	9.6679	1.3673	37.3838	0.0835	-0.0845	-0.0272
Si	0	5.469	37.3838	0.071	0.0132	-0.088
Si	3.8672	5.469	37.3838	0.0252	0.064	0.1669
Si	7.7343	5.469	37.3838	0.0397	0.017	0.2408
Si	1.9336	6.8362	37.3838	0.0252	-0.0692	-0.0194
Si	5.8008	6.8362	37.3838	0.0352	-0.0051	-0.0642
Si	9.6679	6.8362	37.3838	0.0737	0.0026	0.028
Si	1.8722	2.7435	6.7758	0	-0.0051	-0.0102
Si	5.7606	2.7268	6.7715	-0.0009	-0.0017	-0.0062
Si	9.6151	2.7346	6.7772	0.0013	0.003	-0.006
Si	-0.065	4.1126	6.7688	0.0013	0.0051	-0.0021
Si	3.8255	4.0956	6.7698	0.0021	0.0033	-0.0035
Si	7.6822	4.1075	6.7887	0.0032	-0.0028	-0.0064
Si	1.8721	8.208	6.7607	-0.0007	-0.001	-0.002
Si	5.7642	8.2108	6.7651	0.0008	-0.0051	-0.0044
Si	9.5991	8.1902	6.8213	0.0008	0	-0.0088
Si	-0.0637	9.5588	6.7412	0.0032	-0.0011	-0.0034
Si	3.8154	9.5622	6.7559	0.0014	-0.0023	-0.0051
Si	7.6867	9.5843	6.7874	0.0013	-0.0027	-0.0048
Si	-0.085	-0.0375	8.6686	0.0043	0.0048	-0.0108
Si	3.7779	0.0195	8.6586	-0.0048	0.0051	0.0006
Si	7.6782	0.0009	8.7445	0.0009	0.0054	-0.0084
Si	1.8438	1.3693	8.7116	0.0027	-0.0036	-0.0019
Si	5.7248	1.356	8.7072	0.0069	-0.005	-0.0106
Si	9.6034	1.3477	8.7031	-0.0024	-0.0075	0.0001
Si	-0.1294	5.4982	8.6939	0.0002	0.0023	-0.0115
Si	3.7959	5.5247	8.6583	-0.0019	0.0048	0.0005
Si	7.6394	5.4436	8.7594	0.0049	0.0131	-0.0043
Si	1.8397	6.8186	8.6766	0.0042	-0.0074	-0.009
Si	5.7374	6.8693	8.7156	-0.0075	-0.0041	-0.0083
Si	9.5343	6.8409	8.8138	0.0004	-0.0122	-0.0043
Si	1.8301	2.87	10.569	-0.0117	-0.0034	0.019
Si	5.6163	2.7936	10.5815	-0.0236	0.0082	0.0162
Si	9.5566	2.6222	10.6948	-0.0084	-0.0039	0.0082
Si	-0.1571	4.094	10.5777	0.0071	-0.002	0.0209
Si	3.7655	4.2438	10.6173	0.0138	-0.0011	0.0038
Si	7.6337	4.0197	10.6803	0.0163	-0.0067	0.0116
Si	1.8534	8.1346	10.6242	-0.0125	-0.0001	0.0121
Si	5.7069	8.3407	10.5894	-0.0042	-0.0033	0.0249
Si	9.5009	8.0738	10.8917	-0.0064	-0.0025	0.0133
Si	-0.1532	9.3805	10.488	0.0144	-0.0035	0.018
Si	3.7123	9.6232	10.5885	0.0118	0.0015	0.0041
Si	7.6741	9.6314	10.7353	0.0085	-0.0081	0.0183
Si	-0.1042	-0.1254	12.2775	0.0027	0.0074	-0.0105
Si	3.5198	0.1096	12.4842	0.0013	0.0004	-0.0096
Si	7.4065	0.1469	12.6457	0.001	0.0011	-0.007
Si	1.6043	1.4679	12.4109	-0.005	0.0075	-0.0161
Si	5.487	1.4698	12.5151	0.0072	-0.0103	-0.0034
Si	9.5929	1.2047	12.6838	0.0007	-0.0016	-0.0147
Si	-0.0622	5.3601	12.5668	-0.0033	0.004	-0.0076
Si	3.8963	5.599	12.601	0.0066	-0.0094	-0.0144
Si	7.4889	5.3314	12.6593	-0.0111	0.0084	-0.0182
Si	1.857	6.782	12.6188	-0.0129	-0.0052	-0.0128
Si	5.8298	6.9655	12.4667	-0.0022	0.0034	-0.0318
Si	9.5448	6.5319	12.9416	0.0093	-0.0087	-0.0498
O	-4.0692	-15.8341	25.3353	-0.0002	0.0046	-0.0048
O	8.184	2.696	20.1743	-0.0006	-0.0002	-0.003
O	0.8923	-3.6102	25.2188	-0.001	-0.0057	0.0001
O	11.7591	5.9563	23.043	0.0011	-0.0029	-0.0032
O	6.7059	10.3474	13.9785	-0.0245	-0.0236	-0.0043
O	1.2186	13.0042	13.9486	-0.0114	0.0051	0.0078
O	6.202	7.7607	13.8897	0.0219	0.0492	0.0349
O	5.4466	2.3049	13.9543	0.0021	0.0074	0.0058
O	1.8314	7.721	14.0022	-0.0014	0.0218	0.0072
O	6.3876	-10.084	24.9042	0.0038	-0.0013	-0.0011
O	10.078	2.1495	13.9828	0.0205	0.0156	0.0046
O	3.9429	-1.7612	18.2721	-0.0028	0	-0.0072
O	7.2452	-9.6968	22.2816	0.0003	0.0025	-0.0034
O	2.4035	9.228	26.052	0.0022	-0.0084	-0.0268
O	4.2032	4.4074	28.6264	0.0213	-0.0215	-0.0247
O	-0.5924	4.653	28.1918	-0.011	-0.008	-0.0105
O	-1.6811	13.1689	28.1368	-0.0015	0.0218	-0.0199
O	12.4386	-0.9445	28.1747	0.0107	-0.0087	-0.0146
O	3.5732	9.8894	28.3474	-0.0101	-0.0105	-0.0129
O	6.9914	3.5896	24.6578	-0.0165	-0.0033	-0.0158
O	6.6278	7.6537	28.2324	0.0078	0.0052	-0.0126
O	2.5343	1.8498	27.9773	0.0112	-0.0001	-0.0316
O	9.3286	7.7655	28.4545	-0.006	0.0075	-0.015
O	7.8676	9.996	28.1725	-0.0037	-0.0201	-0.0174
Si	13.394	4.321	19.4334	-0.0035	-0.003	-0.0036
Si	19.3992	-8.2365	21.7446	0.0029	-0.0026	-0.006
Si	-7.4361	-10.9325	21.6755	-0.0044	-0.0017	-0.0065
Si	12.9576	15.9839	22.3644	-0.003	-0.0034	-0.0052
Si	-17.8285	8.0633	21.1641	-0.0031	-0.0017	-0.0062
Si	2.569	-12.2926	19.0377	-0.002	0.001	0.0082
Si	10.527	-11.5017	21.3639	0.0012	0.0018	-0.0056
Si	8.0063	19.3669	27.7374	-0.005	0.0052	0.0219
Si	5.5847	3.3512	17.6978	-0.0106	0.0013	-0.0106
Si	-7.1837	-4.9704	18.8249	0.0011	-0.0053	0.0066
Si	26.2112	-19.7778	26.4368	-0.009	0.0051	0.0124
Si	-14.6892	13.5295	18.5799	-0.002	0.0061	0.0043
Si	12.0183	-1.624	16.9212	0.007	-0.0125	0.0106
Si	4.9924	8.3401	17.3773	0.0012	0.0068	0.0063
Si	4.8481	12.0616	24.4135	-0.0077	-0.0024	0.0002
Si	23.1466	6.139	24.673	-0.0081	0.0021	-0.0057
Si	-23.7829	-6.9042	17.2618	0.0076	-0.0027	-0.0024
Si	33.0539	-22.1184	18.3466	0.0039	-0.0011	0.0091
Si	5.4852	3.8308	14.5303	0.0045	0.004	-0.0087
Si	8.6092	-14.6731	25.0199	-0.0109	0.0109	0.0105
Si	-7.5816	-4.5494	23.3972	-0.0004	-0.0018	-0.0101
Si	-15.7543	0.4452	23.7259	-0.0026	-0.0022	-0.0033
Si	3.5457	-42.1048	19.357	0.0006	0.0008	0.0002
Si	7.9729	-2.4979	17.3466	-0.0014	-0.0009	0.0088
Si	-4.1011	4.524	25.8818	0.0064	-0.0054	0.0116
Si	12.3352	14.2285	24.6153	0.0012	-0.0112	-0.0034
Si	9.6165	3.818	27.887	0.0058	-0.0169	0.0042
Si	-1.5181	-4.0783	16.1243	0.001	-0.0068	-0.0089
Si	19.5899	8.7565	22.4265	0.0019	-0.0034	-0.0022
Si	11.4816	13.7961	14.4928	-0.0138	-0.003	-0.0134
Si	1.745	20.2717	14.2695	0.0113	-0.0064	-0.0094
Si	-6.4467	-7.3257	27.5957	0.0069	0.0043	0.0084
Si	-20.9556	-2.8072	24.8482	-0.0016	0.0183	0.0061
Si	13.3931	-23.3646	21.9088	0.005	-0.0049	-0.0023
Si	9.9592	-20.1207	23.3576	0.0002	0.0052	-0.0039
Si	2.2222	-1.7142	27.6825	-0.0038	0.0009	0.0214
Si	5.8236	-7.1337	23.5276	0.0112	-0.0048	-0.0035
Si	29.6345	9.0283	14.8801	-0.006	-0.0078	-0.0237
O	-0.0016	4.3714	13.9007	0.0048	-0.0067	-0.0023
O	-3.8367	-1.9396	15.8222	-0.0043	-0.0011	-0.0019
O	-0.9025	-16.4688	16.4626	0.0006	-0.0022	-0.0094
O	4.4657	-4.1498	17.3966	-0.0001	-0.0031	-0.0112
O	8.849	-1.5208	18.2906	0.0042	0.0044	-0.0059
O	2.3718	-13.0674	20.4988	0.0015	-0.0026	-0.0031
O	14.3919	5.8115	22.4886	-0.001	-0.0008	0.001
O	2.5099	-19.0042	19.6465	-0.001	0.0009	-0.0066
O	6.6049	-18.0964	22.0752	-0.0048	0.0019	0.0027
O	4.5751	-8.806	18.1638	0.0013	0.0004	-0.0078
O	8.9696	1.0952	18.15	0.0004	-0.0015	-0.0098
O	4.8712	-1.3121	20.9765	0.0014	-0.0016	-0.0023
O	11.0504	-30.474	24.3768	-0.0006	0.0015	0.0001
O	-27.5764	9.8168	23.3941	0.0004	-0.003	-0.0005
O	-1.5174	-15.3099	25.1862	0.0092	-0.0034	-0.0012
O	29.7065	-13.5669	18.0375	0.0042	-0.0012	-0.0076
O	7.1414	-8.0348	17.7763	0.0067	-0.0061	-0.005
O	1.6895	-19.4115	25.6013	-0.0034	0.0068	-0.0023
O	-6.472	-1.9187	15.8914	0.007	-0.0041	-0.0056
O	17.3672	2.2471	28.2516	-0.0073	0.0327	-0.0206
O	8.786	-14.8385	17.1222	-0.0092	0.0024	-0.0028
O	36.9178	18.6006	28.1589	0.0033	0.0097	-0.0138
O	3.4903	-25.7546	24.795	0.0048	-0.0081	-0.0008
O	0.3583	9.8714	13.5833	0.0093	-0.0112	0.0009
O	4.7361	35.4144	23.7044	0.0043	0.0062	-0.0026
O	4.9371	-14.8963	20.0128	-0.0009	0.0013	-0.0009
O	16.2744	-10.8815	23.2062	0.0004	-0.0015	-0.0012
O	-2.6493	0.8108	24.2442	-0.0012	0.0001	0.0007
O	-0.9862	-10.1031	22.1853	-0.0004	-0.0049	-0.0013
O	4.1813	4.6469	13.9483	0.0097	-0.0078	0.0081
O	2.1582	-35.001	23.336	-0.0016	0.0022	-0.006
O	13.0507	3.6279	23.1841	-0.0009	0.0067	-0.0059
O	2.6582	0.2967	19.0263	0.0017	0.002	-0.008
O	0.6937	-17.6429	18.2466	0.0081	0.0028	-0.0003
O	11.4247	2.921	16.1217	-0.005	0.0127	0.0128
O	24.7841	-23.1474	15.8446	-0.0082	-0.0001	0.003
O	14.4912	16.4157	19.0901	-0.0001	-0.0025	-0.006
O	2.5257	10.9047	21.8831	-0.0025	-0.0007	0.0001
O	8.528	-14.2499	23.4575	-0.0029	0.0061	-0.0127
O	-1.884	3.6032	18.1481	-0.0114	-0.0081	-0.0035
O	-2.6255	4.0174	26.3916	-0.0168	0.0058	-0.0161
O	-4.5956	-2.8333	21.3003	-0.0017	-0.0004	-0.0031
O	5.3219	3.7714	16.1433	0.0007	-0.0063	0.0223
O	6.907	4.5191	14.0284	-0.0144	-0.0172	0.0107
O	14.744	10.0293	13.7652	-0.0119	-0.0091	0.0036
O	-7.8243	0.8853	25.6263	0.0038	-0.0003	-0.0108
O	-2.4401	-40.7602	22.6194	-0.0032	-0.0012	-0.0036
O	-0.403	7.9938	16.4612	0.0062	0.0108	-0.0079
O	22.2098	-0.2065	19.7837	-0.0007	-0.0006	-0.0017
O	10.9724	-0.384	17.1612	-0.0074	0.0012	-0.011
O	0.3246	4.6958	25.3421	0.0018	-0.0008	-0.0035
O	5.0612	-16.6714	23.7401	0.0013	-0.0012	0.0015
O	8.4155	4.2817	28.8808	0.0037	-0.0091	-0.0011
O	21.2743	7.0153	14.5379	0.0087	0.0098	0.0526
O	-14.0081	-12.3735	21.646	-0.0002	0.0009	-0.0002
O	-10.5792	-17.1194	20.807	0.0014	-0.0007	-0.0003
O	8.2774	8.3776	26.1209	0.0058	-0.009	-0.0293
O	4.443	1.2921	20.6976	0.0011	-0.0001	-0.0013
O	12.8307	-1.8922	18.296	0.003	-0.0013	-0.0059
O	-18.4201	7.5509	22.5802	0.001	0.0001	-0.0015
O	6.3727	26.407	27.0619	-0.0194	-0.0189	0.0039
O	23.3859	-45.2209	21.8274	-0.0013	-0.0003	-0.0007
O	4.1271	-7.6485	26.3785	-0.005	-0.0065	-0.0032
O	16.9668	15.5817	18.6844	-0.0018	0.0047	-0.0037

Results
free energy: -173369.600 eV
free energy less fixed offsets of O -568.88, Si -635.61 eV per atom: 0.180 eV

The program warned: the cutoff lies below the one the program advises for these potential files; the exchange-correlation potential is rough where the density is thin.
